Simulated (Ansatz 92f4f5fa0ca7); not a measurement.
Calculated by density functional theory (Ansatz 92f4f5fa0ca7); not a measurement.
Periodic cell of 211 atoms, Si128O83, from a study of silicon, its oxide and their interface. The atomic structure is a simulated model.
Doubt: the cutoff is far below the 930 eV that the study's wrapper takes by default for these files, so forces and energies are approximate.
This geometry differs little from another in the collection (a relaxation step or a small displacement).

Settings
functional: PBE
potential files: Ansatz PAW
basis: plane waves
wave-function cutoff: 580 eV
density cutoff ratio: 5
exchange-correlation grid ratio: 1
k mesh: 1 x 1 x 1, Gamma-centred
self-consistency stop: 5e-08 eV per atom in the density residual
occupations: fixed
spin: none
net charge: 0

Cell vectors (angstrom)
a 10.938 0 0
b 0 10.938 0
c -3.7813 3.5323 30.8209

Atoms and the computed forces on them: element, x, y, z (angstrom), force x, y, z (eV/angstrom)
Si 6.5623 12.2762 23.4013 -0.0093 0.0139 0.005
Si 4.7536 13.8611 23.3356 0.0128 -0.0055 0.0136
Si 7.556 6.5536 22.9206 -0.0122 0.0029 -0.0009
Si -0.3278 8.5387 23.5028 0.0074 0.0081 0.0027
Si 2.3643 11.0534 23.3963 -0.0018 -0.0049 0.0069
Si 9.8828 15.3668 22.9412 -0.0052 -0.0178 0.0069
Si 1.3057 6.7534 23.4841 -0.0028 -0.0105 0.0056
Si 5.7699 10.4233 24.6509 -0.0094 -0.0132 0.0066
Si 8.4574 13.094 24.5309 0.0056 0.0094 0.0135
Si 5.6177 4.7368 24.6193 -0.0001 -0.0091 0.0077
Si 8.6588 7.7544 24.6066 -0.0063 -0.0109 0.0052
Si 0.5445 10.3102 24.7309 0.0052 -0.0113 -0.0124
Si 3.0602 12.9538 24.6425 0.0033 -0.0149 -0.0016
Si 11.2025 16.0229 24.7657 -0.0027 0.0002 -0.0118
Si 3.0408 7.6482 24.7774 0.0009 0.0047 -0.0049
Si 4.438 11.7314 26.1174 0.0018 0.0039 -0.0036
Si 7.1908 14.4956 26.0009 -0.0018 0.0034 -0.0016
Si 4.388 6.1848 26.0277 0.0031 0.0025 0.0033
Si 7.1913 9.0427 25.9482 -0.0027 0.0081 0.0051
Si 9.9146 11.7232 25.8857 -0.0039 0.0049 0.0042
Si 12.5814 14.4369 25.9197 -0.0033 0.0054 0.0111
Si 9.8022 17.2616 26.1298 -0.0023 0.0056 0.0021
Si 1.7388 8.9838 26.2143 -0.0068 -0.0053 0.0035
Si 3.0886 10.3834 27.4828 0.0004 0.0014 0.0086
Si 5.8228 13.125 27.4059 0.0013 0.0081 0.0095
Si 3.005 4.8466 27.3804 -0.0016 0.0003 -0.0004
Si 5.8022 7.6243 27.338 0.0024 0.0037 0.0004
Si 8.5453 10.3877 27.3523 0.0013 0.0007 0
Si 11.2332 13.0882 27.3392 0.0004 0.0036 -0.0007
Si 8.4955 15.8353 27.4371 -0.0001 -0.0004 0.0076
Si 11.2367 7.6302 27.4623 0.0087 0.0044 0.0054
Si 4.4222 9.0013 28.7699 0.4467 -0.2417 0.0841
Si 7.1567 11.7358 28.7699 0.2487 -0.0021 -0.1194
Si 4.4222 3.5323 28.7699 -0.0336 0.0097 -0.0665
Si 7.1567 6.2668 28.7699 -0.2229 0.1662 0.0459
Si 9.8912 9.0013 28.7699 -0.1803 0.2808 0.1443
Si 12.6257 11.7358 28.7699 -0.2199 0.2397 -0.0164
Si 9.8912 14.4703 28.7699 0.0642 -0.1193 -0.1638
Si 12.6257 17.2048 28.7699 -0.1072 -0.3089 0.0927
Si 5.7894 10.3685 30.1371 0.0367 -0.2151 -0.0116
Si 8.5239 13.103 30.1371 0.0596 0.0253 0.0096
Si 5.7894 4.8995 30.1371 -0.0313 0.1601 -0.0039
Si 8.5239 7.634 30.1371 -0.116 0.0452 -0.0027
Si 11.2584 10.3685 30.1371 -0.022 0.0897 0.009
Si 3.0549 13.103 30.1371 -0.0834 -0.0221 0.0046
Si 11.2584 15.8375 30.1371 0.0257 -0.0721 0.0111
Si 3.0549 7.634 30.1371 0.1334 -0.0178 -0.0257
Si 8.2035 8.2035 0.6835 0.0176 0.0251 -0.0354
Si 10.938 10.938 0.6835 -0.0002 -0.0777 -0.0261
Si 8.2035 2.7345 0.6835 -0.0288 -0.1008 0.0457
Si 10.938 5.469 0.6835 0.0135 0.1456 -0.0387
Si 13.6725 8.2035 0.6835 0.0126 -0.0855 0.0533
Si 5.469 10.938 0.6835 -0.0046 0.0946 -0.0256
Si 13.6725 2.7345 0.6835 0.0559 0.0375 -0.0446
Si 16.407 5.469 0.6835 -0.0748 -0.0448 -0.0312
Si 6.8362 6.8362 2.0507 0.1295 -0.02 0.4663
Si 9.5708 9.5708 2.0507 0.1525 0.0066 -0.3309
Si 6.8362 1.3673 2.0507 -0.0502 -0.1494 -0.5029
Si 9.5708 4.1018 2.0507 0.0856 0.1519 0.5998
Si 12.3052 6.8362 2.0507 -0.3844 -0.0134 -0.642
Si 15.0397 9.5708 2.0507 0.1229 0.1638 0.5214
Si 12.3052 12.3052 2.0507 -0.0978 -0.0839 0.5245
Si 15.0397 4.1018 2.0507 0.0365 -0.0418 -0.7048
Si 8.2234 5.4948 3.5013 0.0049 0.0068 -0.01
Si 10.9458 8.2033 3.3868 -0.0041 0.0019 -0.0073
Si 8.2069 10.9365 3.3683 -0.0062 -0.0062 -0.0043
Si 10.9289 2.7209 3.494 -0.0007 -0.0024 0.0082
Si 13.6236 5.4352 3.3045 0.0014 -0.0055 0.008
Si 5.5102 8.2337 3.4695 -0.002 -0.0024 0.0025
Si 13.6638 10.9347 3.4934 0.0012 -0.001 -0.0102
Si 5.4738 2.7374 3.3378 -0.0053 -0.0046 -0.0058
Si 9.6437 6.902 4.876 -0.0034 0.0077 -0.0005
Si 12.2366 9.5424 4.842 -0.0004 0.0004 0.0054
Si 9.4499 12.3046 4.8174 0.009 0.0028 0.0009
Si 12.4012 4.0774 4.8013 -0.0026 0.0055 -0.0059
Si 3.988 6.8375 4.6259 0.0056 -0.0013 -0.0012
Si 6.9831 9.5788 4.8617 -0.0074 -0.0028 0.0002
Si 15.1032 12.357 4.7733 0.0014 0.0012 0.0002
Si 6.7926 4.0591 4.7623 -0.0007 -0.0086 0.0104
Si 8.7831 8.6906 6.271 -0.0008 -0.005 -0.0037
Si 10.4145 10.5366 6.0329 -0.0088 0.0006 0.0103
Si 7.651 2.2939 6.1034 0.0051 -0.0039 0.0011
Si 11.5161 5.9187 5.9566 0.0141 0.0057 -0.0189
Si 2.241 7.6661 6.0084 -0.0072 0.0007 -0.0073
Si 5.9852 11.417 5.9534 0.0127 0.0173 -0.0229
Si 14.2468 3.2124 6.0762 0.0015 0.001 0.0085
Si 4.8867 5.0124 5.7609 -0.0034 0.0246 0.0702
Si 11.4447 11.2965 7.9887 0.0096 -0.0128 -0.0063
Si 4.0642 9.2948 23.4945 -0.0034 0.0117 0.0083
Si 4.087 14.0068 18.3805 0.0021 -0.0028 0.0102
Si 10.9057 12.0168 16.9482 -0.0174 0.0092 0.0046
Si 5.9381 8.3707 18.1948 0.0015 -0.0002 0.0129
Si 5.9623 5.6951 8.52 -0.0348 0.0359 -0.0787
Si 1.8496 9.9917 18.4429 0.0014 -0.003 -0.0002
Si 10.0513 6.9097 12.9467 0.0013 -0.0064 -0.015
Si 5.7563 8.3693 21.0382 0.0118 0.0028 -0.0032
Si 7.5106 10.9289 20.9142 0.0024 0.0052 -0.0005
Si 11.1146 7.711 19.33 -0.0151 0.0254 -0.0337
Si 12.3112 3.7021 10.6438 -0.0063 0.0179 -0.0091
Si 12.3662 5.0282 13.5167 -0.0111 -0.0148 -0.0024
Si 1.6758 11.4755 21.1772 0.0025 0.0089 0.0067
Si 7.7635 5.0707 12.3638 -0.0018 0.0027 -0.0145
Si 13.7671 2.4351 8.3124 0.0125 0.0068 -0.0008
Si 5.3412 6.6674 11.1791 -0.0007 0.0001 -0.0088
Si 3.1628 14.1942 20.5905 0.0125 -0.0235 -0.0129
Si 8.2606 2.3161 11.1073 0.0084 0.0006 -0.0129
Si 6.9552 15.1041 18.0086 -0.015 -0.0022 0.0119
Si 10.1908 9.74 21.5506 0.0096 0.0003 -0.0133
Si 6.8171 11.4418 12.9254 -0.0093 -0.0055 -0.0009
Si 4.8085 10.8752 8.8667 -0.031 -0.0208 0.013
Si 5.4701 7.1851 15.2788 -0.0097 -0.0044 -0.0036
Si 2.3115 13.8111 15.7093 0.0133 0.0075 -0.0068
Si 8.4469 11.0834 15.6443 0.0038 -0.0064 0.0128
Si 10.8905 11.7911 10.897 0.0011 0.0009 -0.0169
Si 10.3417 5.3443 8.7661 -0.0281 0.0068 0.024
Si 7.923 3.2864 8.2662 -0.0091 0.0052 -0.0056
Si 4.7423 1.4985 14.6742 -0.0078 0.0068 0.0013
Si 14.1681 7.5224 13.2958 -0.0002 0.0019 -0.015
Si 12.113 8.9363 11.6384 0.0098 -0.0019 -0.0295
Si 8.4219 7.8105 8.5474 -0.0101 -0.032 0.0046
Si 4.5833 11.0372 17.465 0.0079 0.017 0.0111
Si 6.4106 15.2015 14.9978 -0.0068 -0.0041 0.0027
Si 8.4454 6.8562 17.9554 0.003 0 0.0116
Si 13.4003 8.9268 8.788 0.0146 0.004 0.0058
Si 8.3176 7.9888 15.205 0.0044 -0.0035 0.0062
Si 6.8473 9.4636 10.66 -0.0075 -0.0117 -0.0178
Si 8.3603 12.4635 18.3013 -0.0012 -0.01 0.0244
Si 1.2109 5.5425 21.4367 0.0043 -0.0435 0.046
O 6.2517 5.7728 23.4989 -0.0094 0.0023 -0.0072
O 9.2703 13.8816 23.2882 -0.0005 -0.0023 -0.0079
O 14.9352 6.8494 12.0377 -0.0062 -0.0006 0.0111
O 10.5423 11.3669 9.3521 -0.0002 0.0038 0.0095
O 8.0944 8.987 9.6779 0.0033 -0.0042 -0.0042
O 4.5563 12.4107 18.3688 -0.0014 0.0064 -0.0003
O 6.9575 7.4279 21.6545 -0.0004 0.0023 -0.0017
O 4.9935 11.4742 15.9599 0.0045 -0.0026 -0.008
O 9.9344 12.7912 18.0124 -0.0073 0.0041 -0.0013
O 6.006 8.1287 11.0034 0.0143 0.017 0.0055
O 1.9978 13.0321 20.7627 -0.0123 -0.0177 -0.001
O 4.3608 14.0001 21.7118 0.005 0.0035 0.0039
O 5.2417 11.5295 13.3998 0.0048 -0.0047 0.0016
O 1.6555 14.9763 14.7864 -0.0045 0.0018 -0.0019
O 5.3587 15.056 18.3595 -0.0004 -0.0012 -0.0027
O 10.0345 11.4794 15.6708 -0.0133 -0.0055 -0.0074
O 10.338 8.8522 20.1885 -0.0015 0.0138 0.0199
O 7.6336 13.8342 18.7511 0.0064 -0.0004 0.0011
O 12.788 4.3483 12.0767 0.0042 0.0012 0.0005
O 8.0794 2.1955 9.4843 -0.007 -0.0157 0.0102
O 11.5593 10.4849 11.632 -0.0058 0.0042 0.0104
O 13.2965 8.8107 12.7737 0.0035 -0.0008 0.0112
O 10.9416 15.3631 21.6724 0.0021 0.0037 0.0047
O 2.5237 15.6625 20.9223 -0.0026 0.0182 -0.0071
O 6.3149 9.8613 20.7209 -0.0024 -0.0043 0.0005
O 14.833 12.2454 8.934 -0.0084 0.0065 0.0032
O 4.2397 7.9345 14.5076 0.0019 0.0053 0.0065
O 8.675 5.4455 22.4363 0.0103 0.0007 -0.0078
O 6.5945 4.1915 8.634 -0.002 0.0117 0.0003
O 7.1873 14.9806 16.4043 0.0045 0.0015 -0.0015
O 5.3942 5.5553 15.0868 0.0025 -0.0076 -0.0002
O 4.4941 8.5421 22.0596 -0.0079 -0.0154 0.009
O 7.696 5.5213 18.5278 0.0024 -0.0032 0.0013
O 5.4186 7.5382 16.879 0 0.0017 0.001
O 11.417 5.5251 7.5685 0.0182 -0.0052 -0.0054
O 10.9999 11.1654 21.3059 0.0023 0.0061 0.001
O 6.8374 7.7342 14.5511 0.007 0.0016 -0.0066
O 6.9095 12.1671 21.7746 0.0084 0.0042 -0.0062
O 10.8172 5.5511 13.4482 -0.0008 0.0043 0.005
O 13.5047 3.5499 9.513 0.0059 -0.0034 -0.0032
O 5.5435 10.8231 7.4285 -0.0056 -0.0136 0.0008
O 7.7406 11.8401 16.9152 -0.0037 -0.0043 -0.0087
O 8.5033 6.8244 16.3286 0.0024 0.0008 0.0004
O 3.2361 14.3221 16.9816 0.0064 0.0006 0.0086
O 5.6805 9.9635 17.9862 0.0096 -0.0025 -0.0036
O 5.226 7.8186 19.5773 -0.0021 -0.0019 -0.008
O 14.0985 1.9062 14.6861 0.0011 -0.0047 0.0036
O 9.2091 4.2966 8.2256 0.0068 0.0008 0.0017
O 5.571 2.91 14.6727 0.0038 -0.0019 0.0015
O 2.228 10.5008 19.9612 0.0026 -0.0007 0.0065
O 9.4962 1.3489 11.5818 0.0008 0.0001 0.0074
O 13.5117 7.7703 7.6514 0.0017 -0.0029 0.0055
O 8.1544 11.4021 19.51 0.0042 0.0046 -0.0065
O 0.8497 6.5713 20.2433 0.0058 0.0264 -0.0083
O 14.871 9.5251 9.109 0.0087 0.0128 -0.0069
O 1.0989 13.0019 16.3919 -0.0008 0.0044 -0.0033
O 11.8691 2.1545 10.9603 -0.0034 -0.012 0.0042
O 8.6475 10.1881 21.8131 -0.0069 0.0002 0.0041
O 5.0348 5.7773 7.2153 0.0798 -0.0257 0.0272
O 12.6926 8.4653 10.1777 -0.0029 -0.003 0.0105
O 3.1457 10.255 17.493 -0.0039 -0.0108 -0.0039
O 1.3849 8.4199 18.475 0.0021 0.0014 -0.0025
O 7.279 10.0941 12.1119 0.0035 0.0095 0.0236
O 7.5517 8.1495 18.4066 0.0099 -0.0007 -0.0048
O 13.2126 6.3589 13.8742 0.0071 0.0136 0.0032
O 9.6632 6.8264 9.0622 -0.0163 0.0109 -0.0055
O 7.1222 6.8313 8.4035 -0.0231 -0.0278 0.0084
O 8.7195 6.3749 12.1842 0.005 0.0042 0.0097
O 8.32 9.4764 15.8482 0 0.0023 -0.0008
O 4.9481 6.0407 9.7367 0.013 -0.0018 -0.0304
O 6.3007 5.5479 11.8601 0.002 -0.0049 0.0162
O 9.5521 7.8653 14.1667 -0.0002 -0.0009 0.0068
O 11.1212 4.6806 10.0487 0.0079 -0.0076 0.0117
O 6.9785 1.8028 11.9529 0.0011 -0.0017 0.0092
O 5.9847 10.6913 9.9861 0.0174 0.002 0.0102
O 12.555 10.1245 8.1255 -0.0095 0.0231 -0.0069
O 7.7707 11.5534 14.2473 0.0021 0.0007 0.0034
O 9.9866 6.972 18.4308 -0.0147 -0.0098 -0.0111
O 8.4462 3.8995 11.4545 0.0014 -0.0076 0.0058
O 12.3042 1.7623 7.907 -0.0037 -0.0007 0.0014
O 7.5803 4.5238 13.8882 0.0017 0.0004 0.0006
O 10.94 7.856 11.9724 -0.0104 -0.0082 0.0177
O 0.6041 10.7859 17.7804 0.0031 -0.0225 0.013

Results
free energy: -128576.964 eV
free energy less fixed offsets of O -568.88, Si -635.61 eV per atom: -1.844 eV

The program warned: the cutoff lies below the one the program advises for these potential files; the forces do not sum to zero within the program's tolerance; the exchange-correlation potential is rough where the density is thin.
